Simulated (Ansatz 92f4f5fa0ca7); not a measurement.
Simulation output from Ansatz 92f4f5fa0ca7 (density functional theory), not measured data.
Periodic cell of 184 atoms, Si120O64, from a study of silicon, its oxide and their interface. The atomic structure is a simulated model.
This geometry differs little from another in the collection (a relaxation step or a small displacement).

Settings
functional: r2SCAN
potential files: Ansatz PAW
basis: plane waves
wave-function cutoff: 800 eV
density cutoff ratio: 5
exchange-correlation grid ratio: 1
k mesh: 1 x 1 x 1, shifted by 0.5 0.5 0 of a step
self-consistency stop: 1e-10 eV per atom in the density residual
occupations: fixed
spin: none
net charge: 0

Cell vectors (angstrom)
a 10.888 0 0
b 0 10.888 0
c 0 0 27.488

Atoms and the computed forces on them: element, x, y, z (angstrom), force x, y, z (eV/angstrom)
Si 0.2621 -0.4021 0.237 0 0.0002 -0.0002
Si 2.5901 2.8278 -0.1352 0.0005 0 -0.0004
Si 0.3412 5.0895 -0.0784 0 0.0001 0.0006
Si 2.6231 8.4089 0.0514 0 0 -0.0007
Si 5.8269 -0.3182 0.0278 0 0 0.0004
Si 7.9167 3.041 -0.0704 0.0002 -0.0003 0.0002
Si 5.679 5.2102 0.432 0.0001 -0.0001 -0.0001
Si 7.9026 8.2218 0.1745 0 -0.0006 -0.0005
Si 1.4391 1.3088 1.3152 0.0002 0.0002 0
Si 4.0494 3.9205 1.412 0 -0.0004 0.0001
Si 1.4694 6.7072 1.251 0 0 0.0007
Si 4.1848 9.5244 1.3876 0.0003 0 -0.0003
Si 6.942 1.3124 1.2776 0.0003 0 0
Si 9.599 4.0448 1.2856 0.0001 -0.0005 -0.0001
Si 6.8528 6.7667 1.6578 0.0003 -0.0002 0.0003
Si 9.5415 9.3534 1.4544 -0.0002 -0.0002 0.0005
Si 0.03 2.6544 2.6753 0.0001 -0.0001 0.0004
Si 2.8121 0.0052 2.7274 0 -0.0004 0.0001
Si 0.0713 8.0041 2.7206 0.0004 -0.0001 -0.0002
Si 2.7598 5.386 2.7241 -0.0002 0.0003 -0.0002
Si 5.4956 2.5901 2.6996 0.0002 -0.0003 0.0003
Si 8.2449 -0.0312 2.7295 0 0.0001 -0.0004
Si 5.429 8.1515 2.8515 -0.0003 -0.0002 0.0003
Si 8.3194 5.3881 2.8001 0.0002 -0.0004 0.0003
Si 1.3616 4.0487 4.0618 0.0001 0 0.0002
Si 4.1384 1.3252 4.1316 0.0002 -0.0003 0.0004
Si 1.4026 9.4823 4.0217 0 -0.0003 0.0007
Si 4.0709 6.7556 4.1318 0 -0.0001 0.0004
Si 6.842 4.0221 4.0415 0.0001 -0.0002 0.0004
Si 9.5785 1.3243 4.0875 -0.0001 0.0001 0.0003
Si 6.8362 9.5398 4.1137 0 -0.0002 0.0007
Si 9.6171 6.7494 4.17 0.0002 -0.0001 0
Si 0.0438 -0.0459 5.4235 0.0001 -0.0002 0.0002
Si 2.7457 2.7142 5.4383 0 -0.0003 0.0005
Si 0.0474 5.3866 5.4987 0.0002 -0.0003 0.0004
Si 2.7133 8.1428 5.4453 -0.0002 -0.0001 0.0005
Si 5.4708 -0.022 5.4925 0.0001 -0.0002 0.0003
Si 8.1802 2.6804 5.4257 -0.0001 0 0.0003
Si 5.4806 5.4006 5.4301 -0.0001 -0.0003 0.0004
Si 8.2038 8.1542 5.453 -0.0001 -0.0003 0.0007
Si 1.3697 1.3484 6.7911 0.0002 -0.0002 0.0003
Si 4.091 4.0863 6.813 0.0002 -0.0003 0.0001
Si 1.3671 6.8043 6.8251 0.0001 -0.0004 0.0002
Si 4.0694 9.5102 6.7977 0 -0.0004 0.0003
Si 6.8142 1.366 6.8202 0.0002 -0.0004 0.0003
Si 9.5079 4.0567 6.7945 0.0002 -0.0003 0.0003
Si 6.8103 6.7948 6.7946 0.0002 -0.0003 0.0004
Si 9.5454 9.5293 6.8178 0 -0.0005 0.0002
Si -0.0254 2.714 8.1394 0.0001 -0.0007 0.0005
Si 2.7184 -0.0084 8.1583 -0.0003 -0.0004 0.0005
Si 0.0043 8.1627 8.1804 0 -0.0002 0.0005
Si 2.7259 5.4653 8.1736 0.0002 -0.0003 0.0005
Si 5.4476 2.728 8.1751 -0.0002 -0.0003 0.0004
Si 8.1661 0.0148 8.1706 0.0001 -0.0003 0.0005
Si 5.4233 8.164 8.1422 0.0001 -0.0007 0.0005
Si 8.1627 5.4311 8.1545 -0.0003 -0.0002 0.0005
Si 1.2993 4.1185 9.4815 0.0001 0 0.0005
Si 4.0584 1.3726 9.5098 0.0003 -0.0005 0.0005
Si 1.345 9.5503 9.5401 0.0001 -0.0003 0.0001
Si 4.0554 6.8525 9.5342 0.0001 0 0.0001
Si 6.7905 4.1074 9.5393 0.0001 -0.0002 0
Si 9.4952 1.4043 9.5339 0.0002 -0.0003 -0.0001
Si 6.7585 9.5506 9.4896 -0.0001 -0.0003 0.0004
Si 9.5099 6.8016 9.5097 0 -0.0007 0.0004
Si -0.0343 0.0461 10.8641 0.0002 -0.0003 -0.0003
Si 2.6482 2.7541 10.7963 0.0001 -0.0003 0
Si -0.0426 5.4567 10.9109 0.0001 -0.0003 0.0005
Si 2.6944 8.2066 10.9326 0.0002 0 0.0004
Si 5.4077 0.0195 10.8869 -0.0001 -0.0006 0.0001
Si 8.1449 2.7673 10.9356 0 0.0001 0.0004
Si 5.4192 5.4967 10.859 -0.0003 0 0.0001
Si 8.1192 8.1775 10.8005 0.0002 -0.0002 0.0002
Si 1.3032 1.448 12.2061 0 -0.0001 0.0001
Si 3.9702 4.1489 12.1101 -0.0001 -0.0003 -0.0003
Si 1.291 6.8491 12.2704 0 -0.0002 0.0006
Si 4.048 9.5908 12.3 0.0003 -0.0003 0.0002
Si 6.7409 1.3989 12.2527 -0.0002 -0.0002 0.0008
Si 9.4846 4.1413 12.3386 0.0001 0 0.0012
Si 6.7888 6.8639 12.2059 0.0003 -0.0002 0.0002
Si 9.429 9.5689 12.1319 -0.0002 -0.0006 0.0004
Si -0.0273 2.7623 13.6805 0.0006 -0.0001 0.0012
Si 2.6614 0.1255 13.5957 0.0005 0.0001 0.001
Si -0.1311 8.2543 13.5285 0.0002 -0.0008 -0.0002
Si 2.6796 5.4765 13.5815 -0.0001 0.0002 0.0009
Si 5.2844 2.7968 13.4654 0.0001 -0.0006 -0.0001
Si 8.0983 -0.0045 13.5704 -0.0005 -0.0008 0.0006
Si 5.4656 8.2283 13.6074 0 0 0.0007
Si 8.0965 5.5426 13.6658 -0.0001 -0.0002 0.0006
Si 1.5822 3.9313 14.9785 0.0002 -0.0004 0.0008
Si 3.7917 1.7239 14.9294 0.0001 -0.0007 0.0014
Si 1.0232 9.8458 14.7786 0.0005 -0.0001 0.0012
Si 4.3076 6.6183 14.827 0.0004 -0.0008 0.0015
Si 6.3944 4.3445 14.776 -0.0006 -0.0008 0.0004
Si 9.6811 1.0939 14.8753 -0.0003 -0.0004 0.0007
Si 6.9799 9.3904 15.0257 0.0002 0.0001 0.0013
Si 9.218 7.1967 14.961 -0.0001 0.0003 0.0009
Si -25.1362 -15.4973 21.0372 0.0001 0.0001 0
Si 4.1511 -15.0666 25.5893 -0.0001 0.0002 0.0008
Si -18.856 8.5237 16.9054 -0.0008 -0.0014 0.0002
Si 35.2087 -5.6365 23.6545 -0.0002 0.0006 0.0006
Si 5.506 19.3197 20.6492 0 0.0021 0.0002
Si -13.0958 10.8914 22.6902 0.0002 0.0005 0.0002
Si 6.324 1.8061 22.8594 0.0001 0.0003 0.0002
Si -21.9023 11.3173 24.9117 0.0002 -0.0002 0.0004
Si -2.4969 14.5219 24.4624 -0.0004 0.0002 0.0004
Si -22.2755 16.0226 16.8195 0.0002 -0.0003 0.001
Si 20.075 -4.5164 25.3629 0.0003 0.0002 0.0001
Si 5.1282 -4.45 22.8128 0 0.0005 0.0005
Si -23.1248 -2.9597 22.6746 0.0002 -0.0002 0
Si 24.0123 -0.6991 23.5738 0 -0.0004 0.0004
Si -8.7115 22.0628 20.6426 -0.0001 0.0004 0.0012
Si 10.5248 -30.8897 20.953 0 -0.0008 0
Si -34.4899 14.9837 19.2917 0.0001 0 0.0011
Si -17.513 33.7868 25.1555 0 -0.0004 0.0001
Si -5.7722 21.7146 17.1653 -0.0001 -0.0001 -0.0003
Si -5.6876 0.6249 20.2187 -0.0002 -0.0004 0.0003
Si -9.3176 18.5232 22.2733 0.0002 0 0.0005
Si 13.6161 -13.5472 19.6766 0.0002 -0.0008 0.0003
Si 19.1853 -7.8501 16.6694 0.0001 0.0002 -0.0011
Si 0.4662 13.8497 23.6947 0 -0.0004 0.0005
O 8.1097 -13.4883 -11.9795 -0.0001 -0.001 0
O -5.9333 7.8479 -5.4415 -0.0001 0.0002 -0.0002
O -10.7784 8.2797 -5.4026 0.0002 -0.0005 0.0004
O 17.7529 9.3633 -0.404 -0.0003 0.0002 0
O -9.4627 17.1679 -4.3683 0.0006 -0.0004 0.0005
O 6.8717 14.3016 -11.449 0.0002 -0.0005 0.0003
O -5.5747 11.2826 -1.3462 -0.0001 -0.0006 0.0004
O -4.4413 38.4144 -5.3383 -0.0002 0.0012 0.0001
O 19.7449 -9.2922 -11.275 0.0008 -0.0006 0.0003
O -15.0476 15.0443 -0.2485 -0.0001 0.0003 0.0012
O -2.5587 2.7505 -1.645 0.0002 0.0001 0.0007
O 9.4558 11.4161 -3.4901 0.0001 -0.0002 0.0006
O -5.8194 12.7041 -3.5791 -0.0001 -0.0002 0.0008
O 5.6684 10.0416 -6.7119 -0.0006 0.0006 0.0018
O -14.6194 0.4293 -4.524 0 -0.0001 0.0005
O -1.5267 11.5949 -6.1069 0 -0.0003 0.0007
O -0.0793 21.7928 15.3876 -0.0003 -0.0002 0.0003
O -7.497 -8.6895 26.0408 0 -0.0003 0.0002
O 3.8726 -5.4958 22.7014 0 0.0001 0.0001
O -10.0703 -0.7449 24.3449 0 0.0001 0.0002
O -19.6398 11.106 22.2544 -0.0003 -0.0004 0.0005
O -0.8777 6.6132 16.2835 0.0002 -0.0001 0.0001
O 3.7131 7.3531 16.1479 0.0003 -0.0003 0.0001
O -14.9474 18.4388 20.2656 0.0003 -0.0004 0.0006
O 13.0432 -1.1986 20.0364 0.0001 0.0005 0.0009
O 5.3525 5.4691 15.3649 -0.0004 0 -0.002
O 14.4886 11.821 20.2291 0.0003 -0.0001 0.0001
O -9.9103 26.4566 16.3249 0.0004 -0.0008 0
O 8.1634 5.214 24.824 0 0.0002 -0.0003
O -8.6613 29.6245 18.2041 -0.0001 0.0004 -0.0006
O 0.3985 13.2054 22.243 0.0002 0.0008 0.0006
O -16.1915 -10.3279 18.6135 -0.0008 -0.0008 0.0005
O 4.5588 1.1476 16.2474 -0.0003 -0.0004 0.0001
O -27.4702 6.8997 24.3657 0.0001 -0.0002 0.0004
O 4.343 -13.6216 19.571 0.0009 0.0005 0.0009
O 11.5608 1.8327 24.8346 0.0002 -0.0001 -0.0002
O -0.5609 -10.7374 26.425 0.0001 -0.0004 0.001
O 3.9143 31.5181 17.3204 0.0001 -0.0003 -0.0021
O 5.8367 -9.1369 21.2652 0.0002 -0.0001 0.0004
O -9.183 -1.7944 16.0374 0.0011 -0.0009 0.001
O -13.0996 -1.6019 22.5873 -0.0001 0.0002 0.0005
O -18.4168 -2.8654 26.1141 0.0001 -0.0003 0.0016
O 13.914 -16.1445 25.1475 -0.0005 0.0001 -0.0001
O 19.7488 28.5727 21.7629 0.0001 0 0.0005
O 12.3119 20.3507 27.1631 0.0003 -0.0001 0.0012
O 13.581 -8.0633 15.4749 -0.0001 -0.0001 0.0031
O 1.8155 14.723 23.7126 0.0002 0.0006 0.0009
O 2.186 7.2439 20.8296 -0.0004 -0.0005 0.0005
O -23.0082 -3.5388 24.17 0.0001 -0.0003 0.0006
O 9.3552 -28.5436 16.0898 -0.0002 -0.0004 0.0011
O -1.0274 -18.7225 20.227 -0.0003 0.0007 -0.0005
O 33.5115 -20.7069 20.1085 -0.0002 0.0004 0.0007
O 8.0278 15.9554 20.0819 0 0.0004 -0.0001
O -11.6416 4.9807 18.4199 -0.0003 -0.0003 0.0006
O -5.875 -15.6253 26.7941 0 0.0002 0.0002
O 6.3463 -0.7927 16.3753 0 -0.0005 0.0001
O -13.3409 7.3209 26.4222 -0.0002 0.0005 0.0008
O -0.9695 3.6651 23.9105 0.0006 0.0001 0.0015
O -18.4392 10.8325 24.5491 0.0005 0.0005 0.0002
O 13.4109 -13.1084 23.0953 0 -0.0001 0.0003
O -2.6859 3.1774 18.2682 0.0004 -0.0002 -0.0008
O 1.4319 14.8237 26.9242 -0.0001 0.0001 0.0004
O -3.5507 13.9161 23.3468 0.0001 -0.0002 0.001
O -0.3889 -48.7374 26.067 0.0004 -0.0003 -0.0001

Results
free energy: -113258.621 eV
free energy less fixed offsets of O -570.45, Si -639.56 eV per atom: -2.621 eV

The program warned: the cutoff lies below the one the program advises for these potential files; the forces do not sum to zero within the program's tolerance; empty levels may hold ghost states of the PAW files; the exchange-correlation potential is rough where the density is thin.
